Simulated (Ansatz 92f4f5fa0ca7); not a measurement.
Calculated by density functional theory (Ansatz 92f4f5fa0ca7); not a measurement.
Periodic cell of 214 atoms, Si132O78H4, from a study of silicon, its oxide and their interface. The atomic structure is a simulated model.
Doubt: the cutoff is far below the 930 eV that the study's wrapper takes by default for these files, so forces and energies are approximate.
This geometry differs little from another in the collection (a relaxation step or a small displacement).

Settings
functional: PBE
potential files: Ansatz PAW
basis: plane waves
wave-function cutoff: 580 eV
density cutoff ratio: 5
exchange-correlation grid ratio: 1
k mesh: 1 x 1 x 1, Gamma-centred
self-consistency stop: 5e-08 eV per atom in the density residual
occupations: fixed
spin: none
net charge: 0

Cell vectors (angstrom)
a  10.938  0  0
b  0  10.938  0
c  0  0  31.231

Atoms: element, x, y, z (angstrom)
Si  10.4303  0.5439  23.761
Si  6.1125  10.336  23.8773
Si  2.2663  3.1147  23.7749
Si  8.6334  2.369  23.8102
Si  0.6534  4.9748  23.8586
Si  4.9922  5.9389  23.8796
Si  3.2788  7.6377  23.9084
Si  7.7875  8.5332  23.8368
Si  1.2828  1.4111  25.077
Si  6.9511  1.2737  25.0716
Si  4.0552  4.0928  25.0267
Si  9.7027  4.069  25.0442
Si  1.5164  6.723  25.1721
Si  6.7813  6.8554  25.132
Si  4.2183  9.4835  25.0458
Si  9.5598  9.6094  24.9946
Si  2.7523  -0.0276  26.2992
Si  8.2718  -0.028  26.531
Si  0.0243  2.75  26.558
Si  5.4961  2.6964  26.3132
Si  2.7982  5.3863  26.5958
Si  8.2438  5.4426  26.3402
Si  0.0403  8.1957  26.3179
Si  5.4974  8.2093  26.5799
Si  4.1049  1.3538  27.725
Si  9.6039  1.3566  27.8658
Si  1.3858  4.0851  27.9023
Si  6.8596  4.0745  27.7349
Si  4.1399  6.8122  27.8852
Si  9.5849  6.845  27.7354
Si  1.3915  9.5591  27.7364
Si  6.8691  9.579  27.872
Si  0.0381  -0.0282  29.1778
Si  5.4591  0.0152  29.1717
Si  2.7653  2.6973  29.189
Si  8.2027  2.7292  29.176
Si  -0.0126  5.4884  29.1788
Si  5.5154  5.4299  29.1842
Si  2.7325  8.2018  29.1747
Si  8.2307  8.1813  29.1823
Si  1.3673  1.3673  30.5472
Si  6.8362  1.3673  30.5472
Si  4.1018  4.1018  30.5472
Si  9.5708  4.1018  30.5472
Si  1.3673  6.8362  30.5472
Si  6.8362  6.8362  30.5472
Si  4.1018  9.5708  30.5472
Si  9.5708  9.5708  30.5472
Si  2.7345  0  0.6835
Si  8.2035  0  0.6835
Si  0  2.7345  0.6835
Si  5.469  2.7345  0.6835
Si  2.7345  5.469  0.6835
Si  8.2035  5.469  0.6835
Si  0  8.2035  0.6835
Si  5.469  8.2035  0.6835
Si  4.065  1.4019  2.0567
Si  9.5563  1.3735  2.0471
Si  1.383  4.0848  2.0451
Si  6.7984  4.1418  2.0592
Si  4.1156  6.8226  2.0464
Si  9.5396  6.865  2.0543
Si  1.345  9.5955  2.0522
Si  6.8327  9.5663  2.0518
Si  -0.0298  0.0228  3.4611
Si  5.4351  0.0087  3.3607
Si  2.7236  2.7613  3.5112
Si  8.1631  2.7494  3.3678
Si  -0.0037  5.4695  3.3383
Si  5.442  5.4875  3.5125
Si  2.7401  8.2071  3.3504
Si  8.1591  8.2074  3.4897
Si  1.3082  1.404  4.8782
Si  6.7547  1.3944  4.6928
Si  4.0687  4.1495  4.9566
Si  9.5592  4.1222  4.6567
Si  1.3878  6.8175  4.6424
Si  6.7687  6.8796  4.9405
Si  4.0871  9.5724  4.7029
Si  9.5102  9.6133  4.8504
Si  2.6944  -0.0617  6.1067
Si  8.0995  0.1113  6.1428
Si  -0.0871  2.8384  6.1732
Si  5.4443  2.6814  6.232
Si  2.6645  5.6002  6.248
Si  8.2024  5.401  6.1175
Si  0.0065  8.1365  6.003
Si  5.3808  8.3357  6.2827
Si  4.4346  0.8456  7.3944
Si  9.0291  1.9076  7.3532
Si  0.8033  4.6715  7.3886
Si  7.3088  3.6003  7.3694
Si  3.5276  7.4607  7.5016
Si  10.0342  6.3526  7.2368
Si  1.6706  9.1208  7.3261
Si  6.2778  10.2583  7.4198
H  6.9937  3.9974  8.7779
H  9.3708  1.5166  8.7565
O  3.9412  0.8269  8.9938
O  6.5811  10.3937  9.0717
O  0.8323  9.6535  8.6778
O  3.9668  7.1112  9.0712
O  9.7894  6.7411  8.8256
O  0.9897  4.518  9.0383
H  2.8204  7.9374  22.5198
H  5.3824  5.6131  22.4681
O  7.983  3.156  22.437
O  0.147  11.0639  22.2879
O  0.4995  5.6686  22.3413
O  2.5795  2.5155  22.2342
O  5.8917  -0.1429  22.3086
O  8.1444  7.881  22.3316
Si  10.9857  9.2169  13.9855
Si  5.897  8.1401  16.4064
Si  9.1659  0.9542  19.1545
Si  3.2462  7.1151  17.5644
Si  2.288  4.5822  19
Si  0.7159  2.433  14.5675
Si  7.1642  5.7734  11.6027
Si  8.6428  3.1579  20.9405
Si  5.5037  3.3527  12.0193
Si  1.2461  3.6951  10.4087
Si  2.4627  0.7645  18.2975
Si  2.965  9.3932  19.72
Si  5.9692  3.5767  16.1486
Si  3.129  2.2932  20.7216
Si  7.2875  5.9695  14.6403
Si  6.1714  1.2367  14.3064
Si  9.9767  4.8016  15.65
Si  8.3591  3.6472  18.0798
Si  10.7276  1.5125  11.7296
Si  4.005  10.0068  14.6653
Si  3.5986  1.5598  10.3993
Si  6.8064  9.3976  10.3339
Si  5.1385  -0.1692  20.8844
Si  0.5473  9.6165  10.2693
Si  2.4696  10.0854  12.2244
Si  8.9186  7.8874  20.8925
Si  7.2769  9.5658  18.8784
Si  8.4369  10.6981  12.8321
Si  3.0533  5.4048  12.3997
Si  10.7652  5.2882  20.9097
Si  9.1817  7.4554  10.126
Si  1.4773  6.6318  14.9102
Si  4.7152  7.2358  10.5091
Si  2.8979  3.0964  16.5176
Si  1.1616  10.6756  16.0453
Si  0.1119  10.3105  20.8475
O  7.8432  8.2904  9.7402
O  10.0493  9.0432  20.9363
O  8.0887  4.0458  19.6628
O  4.8223  7.2493  17.2204
O  11.0173  9.5488  15.5943
O  9.3634  4.5809  17.1647
O  3.1919  1.6104  17.1181
O  4.1111  9.4612  20.8917
O  0.7478  1.9946  12.9939
O  8.4868  1.5834  20.5126
O  3.2853  3.7784  20.0358
O  0.9565  5.1849  19.7283
O  3.1343  0.5153  11.5912
O  2.3731  7.2325  16.1682
O  6.0236  2.3078  13.122
O  8.4683  10.596  18.4946
O  6.6627  9.0867  17.4634
O  5.0753  8.9959  15.3085
O  6.226  10.4763  19.7189
O  3.6518  6.7372  11.6495
O  0.6287  7.6841  13.9528
O  10.3118  8.5308  10.6807
O  10.3839  3.4065  14.8936
O  4.7418  0.4881  14.4404
O  1.9592  9.1522  10.9854
O  9.4831  9.5378  13.3896
O  2.6692  10.2399  15.5674
O  4.4626  1.3375  20.7462
O  6.0289  6.2693  10.5402
O  2.0764  1.5778  19.6667
O  3.5315  10.5589  18.7113
O  4.9163  2.4425  10.798
O  0.5362  1.103  15.4505
O  2.3697  2.5676  10.1109
O  4.298  4.336  12.5574
O  6.3715  4.6846  15.0292
O  2.741  8.1368  18.7346
O  8.8628  5.5701  14.7416
O  5.3493  8.7412  10.7541
O  6.8851  4.1593  11.623
O  6.9333  6.3942  13.1042
O  0.2224  0.2212  10.7797
O  6.8418  3.7803  17.5017
O  1.1897  -0.0355  17.6531
O  10.1627  3.7667  21.0952
O  6.3908  2.071  15.6836
O  9.2572  1.0907  12.3149
O  7.8367  8.2664  19.7146
O  1.8814  3.7386  17.6426
O  1.8089  4.7282  11.5585
O  4.3642  3.7868  16.3776
O  2.1487  3.0921  15.0571
O  1.573  9.7162  20.4758
O  7.4968  10.1245  11.6216
O  10.5998  0.4333  19.7008
O  3.5751  9.4039  13.2032
O  10.7979  2.88  10.8115
O  9.6355  6.4379  20.5755
O  6.9874  7.2159  15.6374
O  1.1048  10.204  13.1801
O  7.4283  0.2244  14.0363
O  0.39  5.7014  15.6891
O  9.1052  2.1708  18.0538
O  2.4756  5.8421  13.8735
O  8.6731  6.2619  11.1504
O  3.2116  5.7284  18.3699

Results
free energy: -128337.315 eV
free energy less fixed offsets of H -15.97, O -568.88, Si -635.61 eV per atom: -0.275 eV

Forces (eV/angstrom), in the order of the atoms: element, x, y, z
Si  -0.0011  0.0107  -0.0071
Si  0.0028  0.0016  -0.0097
Si  -0.0094  0.0024  -0.0108
Si  0.0017  -0.0067  -0.0078
Si  -0.0031  -0.0098  -0.0083
Si  -0.0108  0.0108  0.0033
Si  0.0121  -0.0102  0.0029
Si  -0.009  0.0047  -0.0094
Si  -0.0078  -0.0017  -0.0077
Si  0.0056  0.0001  -0.009
Si  0.01  -0.0024  -0.0017
Si  0.0025  0.0058  -0.0116
Si  0.0038  0.0062  -0.0143
Si  -0.0041  -0.005  -0.0012
Si  -0.0026  0  -0.0073
Si  0.0003  0.0059  -0.0044
Si  0.0048  0.0121  0.0681
Si  -0.0163  -0.0217  -0.1187
Si  0.0058  -0.0072  -0.1193
Si  -0.0046  0.008  0.0641
Si  0.0134  0.013  -0.1484
Si  -0.005  0.0083  0.0603
Si  -0.0149  -0.0067  0.0657
Si  -0.0138  -0.0277  -0.1443
Si  0.0004  -0.0122  -0.0551
Si  0.0153  -0.0037  0.1601
Si  -0.0201  -0.0204  0.2009
Si  0.0088  -0.0198  -0.0536
Si  0.0161  -0.0072  0.1493
Si  0.0107  0.0013  -0.0538
Si  0.0143  -0.0032  -0.0528
Si  0.0371  0.04  0.1748
Si  0.0003  0.0114  -0.0172
Si  -0.0028  0.0072  -0.0111
Si  -0.0084  -0.0002  -0.0255
Si  -0.0203  0.0075  -0.0024
Si  0.0047  0.0047  -0.015
Si  0.0036  0.0108  -0.0087
Si  -0.0201  0.0045  0.0035
Si  -0.0023  0.0001  -0.0248
Si  0.1384  -0.2459  0.0138
Si  -0.1053  0.0638  0.0233
Si  0.1902  -0.1653  -0.0576
Si  -0.0815  0.0965  -0.0256
Si  -0.0943  0.0902  0.0425
Si  0.2116  -0.1391  -0.0287
Si  -0.0456  0.059  -0.0413
Si  0.2035  -0.103  -0.0657
Si  -0.1925  0.19  0.076
Si  0.0134  -0.104  -0.0429
Si  0.0621  -0.0884  -0.0485
Si  -0.1556  0.1958  0.1323
Si  0.0947  -0.0927  -0.0664
Si  -0.1701  0.1605  0.0963
Si  -0.1422  0.1712  0.0955
Si  0.079  -0.095  -0.0701
Si  0.0143  -0.0156  0.0249
Si  0.0072  -0.0204  -0.0059
Si  -0.0058  -0.0043  0.0084
Si  0.0148  -0.0076  0.0134
Si  -0.0043  -0.0012  0.0003
Si  0.0172  -0.0076  0.0315
Si  0.006  -0.0065  0.0267
Si  0.0055  -0.0065  0.0036
Si  -0.0234  0.0277  0.0366
Si  -0.0174  -0.0279  -0.1476
Si  -0.0141  0.0349  0.0505
Si  -0.0182  -0.0235  -0.1205
Si  0.0277  -0.0063  -0.1921
Si  -0.0296  0.0267  0.0498
Si  0.0498  0.0033  -0.1683
Si  -0.043  0.0063  0.0455
Si  0.011  -0.0083  -0.0464
Si  0.012  0.0351  0.116
Si  0.0083  -0.0222  -0.0631
Si  -0.0252  0.0051  0.1376
Si  -0.0281  0.0032  0.1337
Si  0.0183  0.0006  -0.0614
Si  -0.0124  0.0155  0.0994
Si  0.0097  -0.0037  -0.045
Si  0.0057  -0.0082  0.0071
Si  0.0084  0.0016  -0.0014
Si  0.006  -0.0062  -0.0012
Si  0.0046  0.0009  0.005
Si  0.0057  0.0018  0.0007
Si  0.0076  -0.0075  0.0079
Si  0.0072  -0.0113  0.0117
Si  0.0023  -0.0016  0.0011
Si  -0.0076  -0.0015  -0.0034
Si  -0.0126  0.0128  0.0008
Si  -0.0076  0.0084  0.0156
Si  0.0032  -0.0076  -0.008
Si  -0.0073  0.0112  0.0182
Si  -0.0057  0.0036  -0.0036
Si  0.0033  0.002  0.0006
Si  -0.0126  0.0034  0.012
H  -0.0016  0.0015  0.0043
H  0.0043  -0.0053  0.0005
O  -0.0003  0.0007  0.0063
O  0.0019  -0.0002  -0.0082
O  -0.0045  -0.0008  -0.0006
O  0.0013  -0.0035  -0.0067
O  -0.0025  0.0035  0.0036
O  0.0006  0.0007  -0.0128
H  -0.0022  0.002  -0.0005
H  0.0036  -0.0024  -0.0002
O  -0.0011  0.0015  0.0006
O  0.0009  -0.0041  0.0035
O  0.0005  0.0046  0.0067
O  0.0044  -0.0004  0.0038
O  0.0011  0.0009  0.0064
O  0.0018  0.0002  0.0083
Si  0.0018  0.0016  -0.0026
Si  -0.0004  -0.0007  0.001
Si  0.0004  0.0014  0.0046
Si  -0.0002  0.0018  0.0006
Si  -0.0017  0.0008  0.0031
Si  0.0019  -0.0008  -0.0007
Si  0.0005  0.001  -0.0021
Si  0.002  -0.0044  0.0027
Si  -0.0019  -0.0004  -0.0019
Si  0.0029  -0.0069  0.0034
Si  0.0006  -0.0009  0.001
Si  0.0003  0.0009  -0.0003
Si  0  0.0004  0.0005
Si  -0.0009  0.0009  0.0014
Si  -0.0001  0.0002  -0.0019
Si  -0.001  -0.0004  -0.0021
Si  0.0001  0.0007  -0.0005
Si  0.0012  -0.0004  0.0032
Si  0.0022  -0.0019  -0.0008
Si  -0.0013  0.0001  -0.0026
Si  0.001  -0.0019  -0.0032
Si  0.0001  -0.0048  0.0028
Si  -0.0026  -0.0009  0.0008
Si  0.0031  0.0011  -0.0027
Si  -0.0016  -0.0008  -0.0025
Si  0.0032  0.0012  0
Si  -0.002  0.0027  0.0008
Si  0.0006  0.0009  -0.0001
Si  0.0002  0.0002  -0.0005
Si  0.002  -0.0045  0.0006
Si  0.0028  -0.0029  -0.0045
Si  0  0  -0.0008
Si  0.0002  -0.0003  0.0001
Si  -0.0019  0.0001  -0.0001
Si  0.0012  0.0003  0
Si  0.0042  0.0003  0.0017
O  -0.0016  0.002  0.0002
O  -0.001  -0.0004  0.0017
O  -0.0001  0.0001  -0.0014
O  0.0003  0.0008  -0.0006
O  -0.001  -0.0003  0.001
O  0  0.0006  -0.0012
O  0.0002  0.0002  -0.0005
O  0.0022  0.0009  -0.0012
O  -0.0002  0.0009  0.0016
O  0.0012  -0.001  -0.003
O  0.0002  -0.0017  -0.0003
O  0.0024  -0.0002  -0.0007
O  -0.0016  -0.0004  0.0009
O  -0.0004  -0.0003  -0.0009
O  0.0007  -0.0003  0.0006
O  0.0005  -0.0008  -0.0015
O  0.0006  -0.0005  -0.0013
O  0.0014  -0.0002  0.0004
O  0.0035  -0.0013  -0.0016
O  -0.0003  0.0003  0.0002
O  -0.0001  -0.0004  0.0016
O  -0.0019  0.0005  -0.0003
O  -0.0008  0.0004  0.0004
O  -0.0001  0  -0.0011
O  0  0.0001  0.001
O  -0.0008  -0.0002  0.0012
O  -0.0003  0.0004  -0.0005
O  0.0006  -0.0006  -0.0008
O  0.0005  0  -0.0002
O  0.0004  0.0002  0.0006
O  0.0006  0.0002  -0.0017
O  0.0001  0.001  0
O  -0.0004  0.0004  0
O  -0.0002  0.0028  0.0008
O  -0.0005  0.0004  0.0005
O  0.0007  0.0002  0.0006
O  0  -0.0003  -0.0016
O  -0.0002  -0.0001  0.0004
O  -0.0003  0.0011  -0.0006
O  0.0005  0.0004  -0.0003
O  -0.0002  -0.0005  0.0011
O  -0.0015  0.0021  0.0002
O  -0.0013  0.0001  -0.0008
O  -0.0002  -0.0006  0.0005
O  0.001  0.0015  0.0001
O  0.0003  0.0003  0
O  -0.0015  0.0003  -0.0006
O  0.0019  -0.0006  0.0009
O  0.001  0.0002  -0.0006
O  -0.0008  0.001  -0.0001
O  0.0007  0.0007  -0.0002
O  -0.0002  0.0004  -0.0002
O  -0.0014  -0.0006  0
O  -0.0017  0.0015  -0.0014
O  0.0003  -0.001  -0.0014
O  0  -0.0006  0.0012
O  -0.0006  0.0021  -0.0006
O  -0.0017  0.0024  -0.0004
O  0.0001  0.0004  -0.0011
O  -0.0014  -0.0009  0.0004
O  -0.0005  -0.0001  0.0003
O  0.0002  0.0004  0.0003
O  0.0002  0.0004  -0.0009
O  -0.0006  -0.0001  0.0004
O  -0.002  -0.0009  0.0005
O  0.0002  -0.0008  -0.0018

The program warned: the cutoff lies below the one the program advises for these potential files; the forces do not sum to zero within the program's tolerance; the exchange-correlation potential is rough where the density is thin.
